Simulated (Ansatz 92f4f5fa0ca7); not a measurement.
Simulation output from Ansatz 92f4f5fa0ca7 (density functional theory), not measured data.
Periodic cell of 224 atoms, Si132O90B1H1, from a study of silicon, its oxide and their interface. The atomic structure is a simulated model.
Doubt: the cutoff is far below the 930 eV that the study's wrapper takes by default for these files, so forces and energies are approximate.

Settings
functional: PBE
potential files: Ansatz PAW
basis: plane waves
wave-function cutoff: 580 eV
density cutoff ratio: 5
exchange-correlation grid ratio: 1
k mesh: 1 x 1 x 1, Gamma-centred
self-consistency stop: 5e-08 eV per atom in the density residual
occupations: fixed
spin: none
net charge: 0

Cell vectors (angstrom)
a 10.938 0 0
b 0 10.938 0
c 0 0 33.1672

Atoms: element, x, y, z (angstrom)
Si 0.4611 -0.3514 25.7941
Si 5.3395 0.3281 25.6398
Si 2.9529 2.4224 25.6284
Si 7.9806 3.0203 25.9353
Si -0.2752 5.6357 25.6253
Si 5.8805 5.3129 25.729
Si 2.6536 8.3123 25.5503
Si 8.5783 8.0274 25.6592
Si 1.5047 1.2952 27.0962
Si 6.8 1.4069 27.1284
Si 4.1254 4.1227 26.8655
Si 9.6077 4.1583 27.1311
Si 1.4035 6.7871 26.8947
Si 6.9843 6.8827 27.0441
Si 4.2017 9.5487 26.8854
Si 9.6979 9.5414 27.0469
Si 2.8406 -0.09 28.4055
Si 8.2341 -0.023 28.3669
Si 0.0484 2.6932 28.3799
Si 5.4103 2.784 28.4028
Si 2.7516 5.4412 28.3122
Si 8.2301 5.4863 28.4634
Si 0.0671 8.1357 28.3876
Si 5.5074 8.1967 28.3441
Si 4.1018 1.3673 29.749
Si 9.5708 1.3673 29.749
Si 1.3673 4.1018 29.749
Si 6.8362 4.1018 29.749
Si 4.1018 6.8362 29.749
Si 9.5708 6.8362 29.749
Si 1.3673 9.5708 29.749
Si 6.8362 9.5708 29.749
Si 0 0 31.1162
Si 5.469 0 31.1162
Si 2.7345 2.7345 31.1162
Si 8.2035 2.7345 31.1162
Si 0 5.469 31.1162
Si 5.469 5.469 31.1162
Si 2.7345 8.2035 31.1162
Si 8.2035 8.2035 31.1162
Si 1.3673 1.3673 32.4835
Si 6.8362 1.3673 32.4835
Si 4.1018 4.1018 32.4835
Si 9.5708 4.1018 32.4835
Si 1.3673 6.8362 32.4835
Si 6.8362 6.8362 32.4835
Si 4.1018 9.5708 32.4835
Si 9.5708 9.5708 32.4835
Si 2.7345 0 0.6835
Si 8.2035 0 0.6835
Si 0 2.7345 0.6835
Si 5.469 2.7345 0.6835
Si 2.7345 5.469 0.6835
Si 8.2035 5.469 0.6835
Si 0 8.2035 0.6835
Si 5.469 8.2035 0.6835
Si 4.1018 1.3673 2.0507
Si 9.5708 1.3673 2.0507
Si 1.3673 4.1018 2.0507
Si 6.8362 4.1018 2.0507
Si 4.1018 6.8362 2.0507
Si 9.5708 6.8362 2.0507
Si 1.3673 9.5708 2.0507
Si 6.8362 9.5708 2.0507
Si 0 0 3.418
Si 5.469 0 3.418
Si 2.7345 2.7345 3.418
Si 8.2035 2.7345 3.418
Si 0 5.469 3.418
Si 5.469 5.469 3.418
Si 2.7345 8.2035 3.418
Si 8.2035 8.2035 3.418
Si 1.3327 1.3691 4.813
Si 6.7881 1.3919 4.7667
Si 4.0292 4.174 4.7437
Si 9.5561 4.1149 4.8178
Si 1.3528 6.8461 4.7973
Si 6.8033 6.8449 4.7955
Si 4.0722 9.5767 4.8492
Si 9.4968 9.6341 4.6848
Si 2.6111 -0.0663 6.2364
Si 8.1283 -0.0089 6.1017
Si -0.0514 2.7372 6.2208
Si 5.3164 2.7208 6.0384
Si 2.7016 5.4985 6.2336
Si 8.1095 5.4178 6.1742
Si -0.1521 8.2181 5.9849
Si 5.4327 8.1873 6.2357
Si 3.759 1.6133 7.4128
Si 9.6638 1.1129 7.4559
Si 1.565 3.8837 7.5357
Si 6.4838 4.194 7.4089
Si 4.3577 6.5525 7.5961
Si 9.2396 7.1128 7.3467
Si 0.8692 9.7248 7.4295
Si 7.0455 9.3704 7.5028
O 9.6022 6.822 25.1275
O 4.1419 1.3665 25.1134
O 8.1723 8.2356 7.962
O 2.6854 2.7463 7.9888
O 6.9234 4.1089 25.2545
O 1.5199 9.4659 25.1551
O 5.464 5.3766 7.9257
O -0.1358 0.0083 7.8962
O 6.918 3.3503 8.7628
O 6.5059 10.1209 8.8827
O 10.1266 6.5397 8.6059
O 1.0744 8.8176 8.7907
O 4.5817 1.0426 8.7091
O 0.9913 4.5913 8.9312
O 8.896 1.5382 8.8615
O 3.9249 7.0197 9.1175
O 8.0539 8.8704 24.3327
O 8.7793 2.262 24.7384
O 5.5582 6.2482 24.3958
O 2.0056 2.8371 24.3286
O 10.7917 0.397 24.4766
O 0.1762 4.7782 24.2801
O 7.157 11.8228 20.4953
O 6.2329 10.8029 24.3252
Si 9.699 1.3567 23.7776
Si 4.7207 6.3454 20.4142
Si 0.9837 8.8655 10.4175
Si 17.2224 5.2378 15.9118
Si 7.1299 2.1567 19.4524
Si 19.192 14.3068 12.6078
Si 10.9035 4.9647 16.789
Si 9.091 -0.7408 16.4085
Si 15.2723 10.4206 19.004
Si 12.4629 2.9389 18.2933
Si 8.3084 2.9224 9.4923
Si 2.8909 7.8583 18.4388
Si 11.385 1.014 16.267
Si 0.2995 13.6005 13.5383
Si 4.092 2.3918 19.9975
Si 6.0162 2.4053 14.4315
B 6.7819 6.0233 18.5704
Si 5.166 10.7519 9.5848
Si 15.2379 6.547 23.4084
Si 17.8129 10.2007 20.555
Si 3.101 4.2863 21.8749
Si 11.3398 9.5317 14.7684
Si 6.4172 11.5177 16.9217
Si 5.1829 8.289 13.1209
Si 10.4793 5.1799 9.4143
Si 3.6189 6.911 15.4552
Si 7.4929 10.1598 23.4979
Si -2.2808 8.3077 18.7642
Si -0.4774 6.7578 12.035
Si 1.4968 10.9819 12.2875
Si 10.9595 6.6563 19.0445
Si 3.7855 8.1043 10.3195
Si 0.8083 3.5264 23.4308
Si 9.8471 3.7945 19.078
Si 4.7302 11.2782 12.542
Si 7.7225 6.2854 13.5074
Si 1.2327 5.3477 14.114
O 9.9346 7.7719 19.629
O 4.9771 1.7651 13.3253
O 11.1399 2.7944 19.2825
O 7.2123 12.5243 17.9305
O 4.0342 7.9443 14.2498
O 3.8328 0.8026 19.8064
O 2.2873 8.0369 10.9377
O -1.2643 4.077 17.4426
O 7.6 4.8818 12.6421
O 9.2966 -2.0136 17.3988
O 5.7792 14.8155 15.1277
O 5.366 9.9246 13.2465
O 10.6528 8.1198 11.1394
O 17.5528 5.1133 17.5296
O 1.1874 10.5984 15.7362
O 5.8557 12.3183 15.6591
O 1.5575 7.2276 19.1907
O 19.3663 3.1829 19.6656
O 7.6343 18.0286 18.3941
O 12.4362 1.6267 17.3363
O 3.1125 11.1049 12.4081
O 3.2982 7.6292 24.1529
O 18.9217 9.5073 19.6007
O 9.372 4.0648 9.0594
O 11.8557 9.8077 13.2662
O 3.7863 2.828 21.5553
O 4.8283 7.0378 21.919
O 1.0671 10.4531 10.8073
O 5.0169 6.238 15.9084
O 18.4302 10.4462 16.3386
O -2.8512 2.7836 11.0923
O 6.5642 7.4263 13.3154
O 5.6398 2.837 19.6467
O 10.9289 5.1405 15.1909
O 16.0754 10.7954 17.6253
O 9.9423 11.5113 16.936
O 0.15 2.0743 15.0593
O 3.5923 5.0712 23.2266
O 13.9049 -3.3905 16.8331
O 11.6797 7.9983 15.1604
O 5.4535 11.3534 11.0705
O 4.038 -1.3619 9.6538
O 8.6441 11.2621 23.0769
O 4.7713 7.8634 11.5896
O 10.6014 2.4466 22.9372
O 3.5612 5.2055 20.6041
O 7.5875 5.8491 15.0994
O -0.5813 5.4925 10.9994
O 9.7179 9.8167 14.9391
O 0.778 12.4118 12.5409
O 6.9497 9.6295 22.0665
O 1.4295 3.8445 13.4862
O 4.1918 7.2743 19.2028
O 2.6109 5.7832 14.8491
O 9.824 14.2343 13.0309
O 3.0385 9.4815 18.673
O 9.1464 6.9236 13.0063
O 17.0966 5.8369 19.8063
O 0.8129 6.404 12.9596
O 10.8055 6.4848 17.4085
O 16.3501 9.7279 20.0124
O 1.4897 4.0961 22.0511
O 10.4079 5.2372 19.711
O 23.231 4.2875 17.3638
O 13.9051 3.0745 19.0149
O 7.4697 2.4264 13.6885
H 11.5193 7.7264 16.1274

Results
free energy: -135271.382 eV
free energy less fixed offsets of B -154.04, H -15.97, O -568.88, Si -635.61 eV per atom: -1.652 eV

Forces (eV/angstrom), in the order of the atoms: element, x, y, z
Si 0.0109 -0.0024 -0.0821
Si -0.0087 -0.0078 -0.0082
Si -0.0049 -0.0128 -0.0256
Si -0.0151 0.0179 -0.0196
Si -0.0027 0.0049 0.0047
Si 0.0077 0.0045 -0.022
Si 0.0104 -0.0114 0.0208
Si -0.002 -0.0174 -0.0377
Si 0.0136 0.0027 0.0125
Si -0.0131 0.0108 0.0026
Si 0.002 0 0.0234
Si -0.008 0.0098 0.0043
Si -0.0056 0.0106 0.0033
Si -0.0021 -0.0134 0.0199
Si -0.0107 0.0009 0.0022
Si -0.0008 -0.0068 0.0205
Si 0.0049 -0.0054 0.002
Si 0.0025 0.0004 0.0107
Si -0.0006 0.0081 0.0061
Si 0.0043 0.0025 0.0019
Si 0.0012 0.0041 -0.0051
Si -0.0045 -0.0006 -0.0067
Si 0.0139 -0.0111 0.0059
Si 0.0025 0.0076 -0.0074
Si 0.0574 -0.0389 0.265
Si 0.0598 -0.0713 -0.093
Si 0.2149 -0.0347 -0.1994
Si -0.2142 0.0786 0.229
Si 0.0108 -0.0555 -0.4789
Si 0.3814 0.145 0.5295
Si 0.2659 -0.302 0.0638
Si 0.0914 -0.0343 -0.1234
Si -0.0011 0.0268 -0.0354
Si 0.0636 0.1792 -0.009
Si -0.0478 -0.0669 -0.0052
Si -0.052 0.0194 -0.0277
Si -0.0681 0.0965 0.0004
Si 0.0668 -0.0178 0.0042
Si -0.0865 0.0755 0.014
Si 0.0756 0.0466 -0.0045
Si -0.0068 0.0293 -0.0041
Si 0.0299 -0.0834 -0.008
Si 0.0031 -0.0013 -0.0179
Si 0.062 -0.0278 -0.0341
Si 0.0601 -0.0844 -0.0146
Si -0.0183 0.013 -0.0082
Si 0.0424 -0.0645 -0.0368
Si -0.033 -0.0147 -0.0115
Si -0.0186 0.0128 0.0065
Si 0.0095 0.0734 0.05
Si -0.0975 0.0285 0.0092
Si 0.0158 0.0162 0.0133
Si -0.0332 0.0278 0.0408
Si -0.0048 -0.0095 0.0089
Si -0.006 0.0034 0.0079
Si -0.0316 0.0876 0.0037
Si -0.0196 -0.036 0.0404
Si 0.0886 -0.0203 -0.0187
Si -0.0559 -0.1353 -0.0208
Si 0.0061 -0.004 0.0389
Si 0.0841 -0.0354 -0.0214
Si -0.021 -0.0011 0.033
Si -0.0057 0.0085 0.0394
Si -0.0705 -0.1781 -0.0314
Si 0.0333 0.3593 -0.3517
Si -0.2391 -0.1707 0.1293
Si -0.3266 -0.0194 -0.0113
Si 0.0415 0.084 0.1247
Si 0.0061 -0.0828 0.1514
Si -0.0934 0.2466 -0.2025
Si 0.0652 0.0412 0.2303
Si -0.406 -0.147 -0.349
Si -0.0035 0.0038 -0.0046
Si -0.0021 -0.0081 0.0112
Si -0.0068 -0.0055 0.0091
Si -0.0025 -0.0032 -0.001
Si -0.0047 0.0025 0.0094
Si -0.001 0.005 0.002
Si -0.0047 -0.0029 0.004
Si -0.0084 -0.0014 0.012
Si 0.0043 0.0017 -0.0251
Si 0.0089 -0.0036 -0.016
Si 0.0095 0.0009 -0.0108
Si -0.0009 0.0138 -0.0126
Si 0.0136 -0.0086 -0.0082
Si -0.0093 -0.0019 -0.0199
Si 0.0063 0.0056 -0.018
Si 0.0073 -0.0056 -0.0119
Si -0.005 0.0254 0.0605
Si 0 -0.0129 0.0048
Si 0.0215 -0.0065 0.0088
Si -0.0224 0.0113 0.0257
Si 0.0102 -0.0173 0.0181
Si 0.0038 0.0349 0.0463
Si -0.0156 -0.0105 0.0374
Si 0.0134 0.0029 0.0048
O -0.0025 0.0051 -0.0155
O -0.0012 -0.0001 -0.0161
O 0.011 -0.0194 0.0098
O 0.014 -0.013 0.0084
O 0.0146 -0.0156 -0.014
O -0.0252 0.0275 -0.0166
O 0.0062 -0.0007 0.0092
O 0.0009 0 0.0161
O -0.0153 0.0171 -0.0149
O 0.0121 -0.0123 0.0012
O -0.0225 0.0065 -0.029
O 0.0044 0.0146 -0.0208
O -0.0216 0.0072 -0.034
O 0.0163 -0.0079 0.0011
O 0.0091 -0.013 0.0019
O 0.0118 -0.0108 -0.0119
O 0.0141 -0.011 0.0144
O -0.0076 0.0104 0.0119
O -0.0038 -0.0072 0.001
O 0.0092 -0.0057 0.0066
O 0.0115 -0.0175 0.0557
O -0.0082 0.0064 -0.0038
O 0 -0.0029 -0.004
O -0.0085 0.0117 0.0066
Si -0.0011 -0.0066 0.0263
Si 0.013 -0.0008 0.0132
Si -0.0101 0.0112 -0.0173
Si 0.0033 -0.0046 0.0173
Si 0.0117 0.0045 -0.0056
Si 0.0119 -0.0108 -0.0187
Si 0.015 -0.0547 -0.028
Si 0.0216 0.0046 -0.0154
Si -0.0018 0.009 -0.0059
Si -0.0008 -0.025 -0.0053
Si -0.0008 0.001 -0.0068
Si -0.03 0.0425 0.074
Si 0.0038 -0.0296 -0.0009
Si 0.0099 -0.0102 0.0045
Si 0.0016 -0.0077 -0.005
Si 0.0009 0.0024 -0.0015
B 0.0038 -0.0011 -0.0108
Si -0.0073 0.0192 -0.0165
Si 0.0104 -0.0027 0.0169
Si 0.0135 -0.0022 0.002
Si 0.0126 0.0019 0.0184
Si 0.0078 -0.1502 0.035
Si 0.012 -0.0036 -0.0019
Si 0.0028 -0.0017 -0.0131
Si 0.0006 0.016 -0.0034
Si 0.0299 -0.0645 -0.0602
Si -0.003 0.0043 0.0135
Si -0.0043 0.0064 -0.0096
Si 0.0135 0.0002 -0.0012
Si -0.0105 -0.0104 0.0046
Si 0.0068 0.0388 0.0511
Si -0.0001 0.001 -0.0275
Si 0.0018 0.0002 0.0248
Si -0.0059 -0.0179 0.0057
Si 0.0024 0.0041 -0.0162
Si 0.0145 0.0015 -0.01
Si 0.0151 0.0377 -0.0018
O 0.0101 -0.0063 -0.0126
O -0.0006 -0.0043 -0.0026
O 0.0032 0.0077 -0.0024
O -0.0035 0.0101 0.0121
O 0.0032 0.0052 -0.0013
O 0.0037 -0.0039 -0.0009
O 0.0095 -0.0035 0.0137
O 0.0112 0.0154 -0.0054
O 0.0013 -0.0028 0.0091
O -0.0129 -0.005 -0.0021
O 0.0024 0.0079 -0.0068
O 0.0062 -0.0039 0.0056
O 0.0048 0.0004 0.0106
O 0.004 0.0046 0.0076
O 0.0028 0.0448 0.0004
O 0.0034 -0.0075 0.0041
O -0.0017 -0.0059 -0.0115
O -0.0027 0.001 -0.0024
O 0.0042 -0.0009 -0.0035
O 0.0057 0.0208 0.0159
O 0.0085 -0.0023 0.0125
O -0.0036 0.0035 -0.0206
O 0.0003 0.003 0.0046
O -0.0032 -0.0076 0.0084
O 0.0085 0.0452 -0.0038
O -0.0063 0.0098 0.0015
O 0.0021 0.002 -0.0025
O 0.0014 -0.0102 0.0067
O -0.0123 0.0155 -0.0004
O 0.0012 0.0033 0.0066
O 0.0041 0.0039 0.0165
O -0.002 0.003 0.0028
O -0.0016 0.0023 -0.0001
O -0.0124 -0.0114 0.0237
O -0.0063 0.0044 0.0159
O -0.0027 0.0031 -0.0018
O -0.0023 0.0053 0.0007
O 0.004 0.0097 -0.0137
O -0.0143 0.036 -0.0387
O -0.0264 -0.3284 1.5344
O 0.0036 -0.0054 -0.0015
O 0.0058 0.0014 0.0193
O 0.0049 0.0032 -0.0106
O -0.0008 0.0021 0.0143
O -0.0002 -0.0002 -0.0149
O -0.0039 0.0015 -0.001
O 0.004 -0.0001 -0.0021
O -0.0008 -0.0032 -0.0053
O -0.0127 0.0153 0.0062
O 0.0048 -0.0048 0.0057
O 0.0067 0.0041 -0.0107
O 0.0028 -0.007 0.0076
O 0.0006 -0.0043 -0.0142
O 0.0142 0.0095 0.0074
O -0.0065 0.0037 0.0061
O 0.0038 -0.0145 -0.0116
O -0.0119 -0.0014 0.0107
O -0.0082 0.0002 0.0013
O -0.0009 -0.0152 0.0001
O -0.0317 0.0063 -0.0185
O -0.002 0.0048 -0.0048
O -0.0064 -0.003 -0.0121
O 0.0122 0.0156 -0.0202
O -0.0116 0.0127 -0.0003
O 0.0075 0.005 0.0018
O 0.0017 0.0018 0.0005
H -0.0211 0.3599 -1.5116

The program warned: the cutoff lies below the one the program advises for these potential files; the forces do not sum to zero within the program's tolerance; the exchange-correlation potential is rough where the density is thin.
